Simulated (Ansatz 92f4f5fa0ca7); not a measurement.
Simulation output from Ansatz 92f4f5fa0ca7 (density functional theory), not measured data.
Periodic cell of 237 atoms, Si146O90B1, from a study of silicon, its oxide and their interface. The atomic structure is a simulated model.
Doubt: the cutoff is far below the 930 eV that the study's wrapper takes by default for these files, so forces and energies are approximate.
This geometry differs little from another in the collection (a relaxation step or a small displacement).

Settings: functional PBE; potential files Ansatz PAW; basis plane waves; wave-function cutoff 580 eV; density cutoff ratio 5; exchange-correlation grid ratio 1; k mesh 1 x 1 x 1, Gamma-centred; self-consistency stop 5e-08 eV per atom in the density residual; occupations fixed; spin none; net charge -1 e, with a uniform compensating background and no finite-size correction.

Cell vectors (angstrom)
a	11.6015	0	0
b	0	10.938	0
c	0	0	32.0622

Atoms: element, x, y, z (angstrom)
Si	-0.1954	-0.0679	23.2985
Si	3.6701	0.2014	23.1253
Si	7.5491	-0.138	23.471
Si	1.6857	1.3752	23.4393
Si	5.7336	1.4063	23.22
Si	9.441	1.2237	23.3815
Si	0.1563	5.315	23.4838
Si	4.121	5.2877	23.4196
Si	8.0302	5.6019	23.5775
Si	2.1596	6.5799	23.3945
Si	5.9646	6.7638	23.5067
Si	10.0027	6.8668	23.6334
Si	1.902	2.6601	25.4089
Si	5.8332	2.6493	25.2922
Si	9.6298	2.6803	25.2832
Si	11.5962	4.0048	25.4086
Si	3.8944	3.9679	25.3503
Si	7.7434	4.0898	25.3772
Si	1.9738	8.1515	25.2125
Si	5.7745	8.1674	25.3889
Si	9.7089	8.2633	25.4674
Si	11.6372	9.5626	25.2888
Si	3.8664	9.592	25.0926
Si	7.6887	9.524	25.4359
Si	11.6468	-0.0175	27.2421
Si	3.9015	-0.0516	27.1472
Si	7.7576	-0.0227	27.3241
Si	1.9812	1.3133	27.3159
Si	5.8298	1.3243	27.2553
Si	9.6936	1.3312	27.2367
Si	11.5887	5.4707	27.2623
Si	3.8471	5.4187	27.2455
Si	7.712	5.4611	27.3009
Si	1.937	6.8219	27.1972
Si	5.7593	6.7991	27.3013
Si	9.6522	6.8193	27.3274
Si	1.9411	2.7269	29.2183
Si	5.7953	2.7176	29.1989
Si	9.6772	2.7307	29.1718
Si	0.0095	4.1071	29.1955
Si	3.8678	4.0927	29.2054
Si	7.7295	4.0888	29.2187
Si	1.9465	8.1805	29.1523
Si	5.7939	8.1813	29.2146
Si	9.6633	8.1846	29.2538
Si	0.0046	9.5458	29.1858
Si	3.8731	9.5596	29.1368
Si	7.732	9.5464	29.2401
Si	-0.0013	0.0068	31.1141
Si	3.8684	0.0074	31.0868
Si	7.7168	0.0095	31.1434
Si	1.9329	1.3705	31.148
Si	5.7921	1.3856	31.1647
Si	9.6592	1.3649	31.1149
Si	0.0065	5.4937	31.1272
Si	3.8842	5.4493	31.154
Si	7.7215	5.4416	31.1734
Si	1.9591	6.8435	31.1174
Si	5.8018	6.8299	31.1493
Si	9.6522	6.8313	31.1942
Si	1.9332	2.7676	1.0088
Si	5.795	2.5804	1.1765
Si	9.6601	2.7514	0.986
Si	-0.0128	4.1156	0.9759
Si	3.9136	4.0591	1.023
Si	7.6876	4.0539	1.0375
Si	1.9478	8.25	0.9765
Si	5.7933	8.2496	0.9838
Si	9.6403	8.2588	1.04
Si	-0.0056	9.5922	0.9997
Si	3.8752	9.6468	1.0144
Si	7.7103	9.6404	1.0518
Si	11.6055	0.0532	2.9207
Si	4.052	0.2037	2.9031
Si	7.5258	0.2074	2.9003
Si	1.9813	1.4	2.9293
B	5.8333	1.375	2.8318
Si	9.6041	1.3811	2.9161
Si	11.5612	5.5249	2.8735
Si	3.8722	5.4962	2.9179
Si	7.7306	5.5068	2.927
Si	1.9156	6.8319	2.8648
Si	5.8056	6.8653	2.8947
Si	9.6462	6.9053	2.9768
Si	1.9077	2.8448	4.8079
Si	5.8085	2.558	4.5129
Si	9.5864	2.8081	4.8115
Si	11.5316	4.1394	4.7717
Si	3.9551	4.0362	4.7862
Si	7.6488	4.1343	4.8465
Si	1.9121	8.1985	4.776
Si	5.809	8.2927	4.7788
Si	9.6363	8.368	4.8794
Si	11.6302	9.6657	4.8737
Si	3.8414	9.5575	4.717
Si	7.701	9.7472	4.8334
Si	11.5899	0.2405	6.7612
Si	3.7581	-0.0501	6.6249
Si	7.6938	0.0703	6.8838
Si	2.0476	1.5047	6.7322
Si	5.7037	1.2891	6.5338
Si	9.6366	1.5315	6.807
Si	11.5218	5.5326	6.6608
Si	3.9925	5.4108	6.7289
Si	7.7103	5.6414	6.7718
Si	1.9953	6.6488	6.5916
Si	5.8059	6.9782	6.7107
Si	9.721	7.0479	6.8553
O	9.9553	7.973	8.2634
O	7.6405	9.952	8.2103
O	7.3956	4.7465	8.1528
O	3.3772	10.3269	8.1796
O	2.1044	7.4924	8.0139
O	3.9844	4.6055	8.2201
O	9.7883	2.4829	8.1902
O	2.6259	2.3333	8.1015
O	11.394	4.6278	8.0576
O	5.364	2.4417	7.6904
O	5.8246	7.956	8.0798
O	11.3229	10.3045	8.1435
O	11.2825	10.0757	21.8161
O	3.2363	10.7224	21.5359
O	5.7774	7.7603	22.1768
O	4.2197	4.4509	21.9559
O	7.6743	9.6841	22.2052
O	10.2972	7.6711	22.2056
O	1.612	2.3993	22.1271
O	5.9439	2.4403	21.9031
O	8.4428	4.6995	22.2349
O	-0.0739	4.4525	22.0542
O	2.3553	7.3549	21.9397
O	9.1268	1.8683	21.8742
Si	1.9189	7.7502	9.5789
Si	5.0456	0.5716	17.6922
Si	2.4985	5.4251	14.0027
Si	10.5667	3.8621	14.0399
Si	8.2791	2.3833	15.2483
Si	9.5484	2.2433	20.3549
Si	10.5147	3.682	9.0381
Si	0.0258	2.3263	11.5306
Si	11.0346	8.1321	15.3811
Si	5.1717	6.9376	13.9738
Si	5.772	2.6112	11.0705
Si	8.5848	7.6644	19.4076
Si	8.1192	4.8452	20.6524
Si	5.9393	9.5893	15.1983
Si	2.1104	7.6275	20.362
Si	1.9259	4.8889	18.7977
Si	4.5014	3.4373	18.0222
Si	8.5215	8.9232	16.8281
Si	0.8248	9.4919	13.2775
Si	9.9143	10.6521	11.6882
Si	5.3531	3.7056	21.0355
Si	0.6093	5.5097	16.2485
Si	10.7708	9.1274	9.1031
Si	6.5654	8.8867	21.308
Si	7.1193	7.1083	11.4631
Si	2.6692	0.7389	12.1806
Si	10.8849	8.6723	21.0708
Si	6.0256	4.3172	15.6139
Si	7.0937	0.4903	12.9528
Si	4.0755	2.993	8.5226
Si	0.8758	6.7438	11.8824
Si	6.5665	9.0409	9.0516
Si	0.6639	3.2911	21.1634
Si	9.7959	6.5109	12.8838
Si	7.7269	4.5453	9.724
Si	3.9831	10.0695	20.2294
Si	4.2657	3.0381	13.4845
Si	3.843	10.0014	9.708
Si	8.0659	0.7806	18.0319
O	11.492	3.2282	12.8748
O	9.3511	4.4999	9.863
O	8.8005	3.6032	19.875
O	4.0454	-0.0694	18.812
O	11.3498	4.5223	15.2996
O	9.8691	9.7763	10.3099
O	3.7605	1.5352	13.107
O	0.6536	9.068	14.8464
O	6.4836	0.967	18.3848
O	4.777	3.1681	19.6117
O	6.2562	1.1795	11.7265
O	0.5197	8.5584	9.8134
O	5.6323	4.3126	17.2094
O	8.4392	7.2004	12.39
O	4.4582	2.6156	10.0798
O	2.0996	5.618	15.572
O	3.3647	0.0728	10.882
O	5.8907	7.2214	12.5347
O	2.3061	6.352	19.3827
O	0.662	4.9381	17.7697
O	8.4199	10.6924	12.3457
O	5.4627	10.0434	9.7055
O	0.587	8.1683	20.2326
O	9.7735	2.6107	14.6916
O	1.9988	10.5985	13.1969
O	9.9664	9.0925	16.1201
O	6.1657	10.3573	13.7727
O	7.4769	1.5985	14.0815
O	1.6378	3.9224	20.0487
O	5.8992	5.7846	14.9006
O	7.3597	8.9507	15.7
O	1.504	1.6834	11.584
O	7.2083	8.2877	10.3499
O	4.3335	1.9824	17.2866
O	7.074	3.159	10.2719
O	11.576	7.0002	16.4072
O	8.306	10.1412	17.8491
O	3.235	8.5424	10.1084
O	7.575	3.8302	15.5093
O	3.1403	4.294	17.9146
O	2.913	3.9059	13.6447
O	1.3181	8.2143	12.4182
O	1.1993	5.7022	13.0793
O	4.9996	8.3031	14.8582
O	11.1699	2.3962	20.345
O	10.9745	10.0094	12.7471
O	5.2914	3.5677	12.3198
O	5.0777	3.1951	14.8866
O	6.4881	4.8043	20.578
O	8.3927	1.5572	16.642
O	10.4107	1.2423	11.4179
O	10.8703	6.6024	11.6547
O	3.2333	8.6833	19.8566
O	1.729	6.4194	10.5281
O	7.1685	8.1893	19.9857
O	8.5016	7.5849	17.7729
O	3.6735	6.4523	13.603
O	9.5644	4.9674	13.3637
O	5.516	9.9738	20.7479
O	10.3191	7.3811	14.141
O	8.7872	6.1593	19.9791
O	7.0719	5.7022	10.6579
O	5.2773	10.5402	16.3751
O	9.0601	1.1581	19.2542
O	11.5755	3.1853	10.1609
O	9.7426	8.7055	19.9047

Results
free energy: -144146.977 eV
free energy less fixed offsets of B -154.04, O -568.88, Si -635.61 eV per atom: 5.323 eV

Forces (eV/angstrom), in the order of the atoms: element, x, y, z
Si	-0.0034	-0.0142	-0.0289
Si	-0.0108	-0.0015	-0.0398
Si	0.0043	-0.0144	-0.0235
Si	-0.0007	0.0123	-0.0239
Si	0.0016	0.0185	-0.0236
Si	-0.0072	0.0098	-0.0376
Si	0.0028	-0.0098	-0.0227
Si	-0.0015	-0.0071	-0.0228
Si	0.0049	-0.0103	-0.0183
Si	0.0052	0.0087	-0.0353
Si	-0.0012	0.0112	-0.0225
Si	0.0025	0.0108	-0.0253
Si	-0.001	0.0077	0.0099
Si	-0.0016	0.0069	0.0115
Si	0.0016	0.0083	0.0109
Si	-0.0017	-0.0047	0.0005
Si	0.0002	-0.0076	0.0012
Si	0.0012	-0.0114	-0.0037
Si	-0.0011	0.0059	0.0018
Si	-0.0004	0.0065	-0.0029
Si	0.0032	0.0066	-0.0049
Si	0.0018	-0.0058	0.0116
Si	-0.0008	-0.0071	0.0139
Si	-0.0016	-0.009	0.0069
Si	0.0023	0.0004	0.0023
Si	-0.0022	0.0017	0.0045
Si	-0.0012	0.0129	-0.0051
Si	-0.0009	-0.0041	-0.0041
Si	0.001	-0.0063	0.0012
Si	-0.0016	-0.0014	0.0034
Si	0.0007	-0.0025	-0.0023
Si	-0.001	0.0017	-0.0041
Si	-0.0021	0.0041	-0.0031
Si	0.0019	0.0027	0.0002
Si	-0.0037	-0.0014	-0.0032
Si	0.0016	-0.0058	-0.0059
Si	0.0122	0.0042	-0.0006
Si	-0.0014	0.0097	-0.0058
Si	0.0042	0.0037	-0.011
Si	-0.0044	0.0002	0.0092
Si	-0.013	-0.0105	0.005
Si	0.0006	-0.0069	0.0134
Si	-0.0007	0.0004	0.0019
Si	-0.0107	0.0018	0.0159
Si	-0.0017	0.0072	0.0193
Si	0.0013	-0.0014	-0.0153
Si	0.0113	-0.01	-0.0264
Si	0.001	-0.0093	0.0008
Si	-0.002	-0.0019	0.0041
Si	0.0018	0.0088	0.0143
Si	-0.0046	0.0001	0.0117
Si	-0.0067	0.0032	-0.0183
Si	0.0034	-0.0243	-0.0032
Si	0.0067	-0.0002	-0.0021
Si	0.0038	-0.0021	-0.0055
Si	0.0105	0.0044	-0.0097
Si	-0.0025	0.0048	0.0008
Si	-0.007	-0.0095	0
Si	0.0014	0.0048	-0.0002
Si	-0.0013	-0.0054	-0.0125
Si	0.0068	-0.013	0.0037
Si	0.0293	0.1175	-0.1276
Si	-0.0017	-0.011	-0.0012
Si	-0.0112	0.0096	-0.0065
Si	-0.007	0.0078	0.012
Si	0.006	0.0147	0.0025
Si	0.0083	0.0065	-0.0121
Si	-0.0042	0.0054	-0.0046
Si	-0.0129	0.0071	0.0046
Si	-0.0067	0.0113	-0.0033
Si	0.0179	-0.0027	0.0063
Si	-0.0129	-0.0001	-0.0077
Si	0.01	0.0318	-0.0068
Si	0.2505	0.0753	-0.0427
Si	0.121	-0.0474	-0.0232
Si	-0.0374	-0.0087	0.0016
B	-0.3799	-0.1901	0.1212
Si	0.0044	-0.027	0.0067
Si	-0.0006	-0.0169	0.0063
Si	0.0085	-0.0311	0.0058
Si	-0.011	-0.0237	0.0004
Si	0.0059	0.0118	0.0048
Si	0.0078	0.0191	-0.0012
Si	-0.002	0.0144	0.0008
Si	-0.013	-0.0025	0.0015
Si	0.0394	0.0052	0.0494
Si	-0.0102	-0.0142	0.0023
Si	0.0048	0.0043	-0.003
Si	-0.0056	0.0297	-0.0264
Si	0.0008	0.0192	-0.0029
Si	0.0003	0.0085	-0.0049
Si	-0.0052	0.0143	-0.0201
Si	-0.0042	0.0003	-0.0117
Si	-0.0069	0.0069	0.0069
Si	0.0152	-0.0009	0.0131
Si	-0.0096	-0.0105	0.004
Si	-0.0092	-0.0351	0.0443
Si	-0.0107	-0.0217	0.0526
Si	-0.0115	-0.0206	0.0436
Si	0.0178	0.0118	0.0457
Si	-0.0045	0.0205	0.0191
Si	0.0094	0.0354	0.0441
Si	-0.0011	-0.0185	0.0374
Si	0.0093	-0.035	0.0377
Si	-0.0014	-0.0407	0.0307
Si	-0.0114	0.0199	0.0453
Si	0.0046	0.0239	0.0591
Si	0.006	0.0236	0.047
O	-0.021	-0.0363	-0.0499
O	0.018	0.0395	-0.0495
O	-0.0057	0.0395	-0.0825
O	0.0005	0.0261	-0.082
O	0.0067	-0.0303	-0.0724
O	-0.0017	0.0381	-0.0403
O	-0.0144	-0.0482	-0.0531
O	-0.0253	-0.0223	-0.0397
O	0.0154	0.0319	-0.0464
O	0.0254	-0.0419	-0.0657
O	-0.0158	-0.042	-0.0527
O	0.0187	0.0514	-0.0584
O	0.0057	0.0351	0.0336
O	-0.0051	0.0218	0.0544
O	-0.0048	-0.0271	0.0268
O	-0.0137	0.0208	0.0321
O	0.0093	0.0291	0.0277
O	-0.013	-0.0246	0.0344
O	0.0113	-0.0274	0.0277
O	0.0025	-0.0368	0.0305
O	-0.0023	0.0149	0.0415
O	-0.0037	0.028	0.0304
O	-0.0007	-0.0216	0.0464
O	-0.0015	-0.024	0.0499
Si	-0.0127	-0.0144	0.0671
Si	0.0112	0.0058	-0.0072
Si	0.0097	-0.0032	-0.0011
Si	-0.0069	-0.0031	0.0096
Si	0.0038	0.0091	-0.002
Si	-0.0019	-0.0046	-0.0415
Si	0.011	0.0042	0.0745
Si	0.0038	-0.0084	0.0312
Si	0.0037	-0.0001	0.0079
Si	-0.0108	-0.0013	0.014
Si	0.0109	-0.0152	0.0411
Si	0.0011	-0.0002	-0.0182
Si	0.003	0.0071	-0.0278
Si	-0.0008	-0.005	0.0014
Si	0.0012	-0.0042	-0.029
Si	-0.0024	-0.0014	-0.0192
Si	0.0032	0.0008	-0.0187
Si	0.0011	0.004	-0.0041
Si	0.0011	-0.002	0.0063
Si	0.0009	0.0154	0.0292
Si	0	0.0047	-0.0467
Si	-0.0035	0.0034	-0.0065
Si	0.0078	0.0047	0.0795
Si	-0.0027	-0.0013	-0.0334
Si	-0.0021	-0.0026	0.0446
Si	-0.011	0.0118	0.0251
Si	0.0006	-0.0137	-0.0401
Si	0.0063	0.0011	-0.005
Si	0.0023	-0.0007	0.0182
Si	0.0086	-0.0076	0.0784
Si	-0.0136	0.0008	0.0226
Si	-0.0043	-0.0038	0.0769
Si	-0.0003	0.0044	-0.038
Si	0.0102	-0.0053	0.0083
Si	-0.0041	0.0023	0.0682
Si	0.0102	-0.0062	-0.0431
Si	-0.0092	0.0114	0.0135
Si	0.0003	0.0073	0.0643
Si	-0.0114	-0.0046	-0.0088
O	0.0082	-0.0106	-0.0197
O	0.0069	-0.0078	-0.0153
O	-0.0019	0.0031	0.0051
O	-0.01	-0.0146	0.0215
O	-0.0008	0.0008	-0.0022
O	0.0121	-0.0264	-0.045
O	-0.0047	-0.0107	-0.0061
O	-0.0006	0.0027	-0.0077
O	0.0027	0.0001	-0.0036
O	0.0104	0.005	0.0356
O	-0.0109	0.0171	-0.012
O	-0.015	0.0063	-0.0189
O	-0.0077	-0.0047	0.0039
O	-0.0191	0.0042	-0.0092
O	-0.0299	0.0119	-0.0532
O	-0.0007	-0.004	-0.0078
O	0.0192	-0.0242	-0.0369
O	0.0177	0.0025	-0.0203
O	0.0008	0.0205	0.0119
O	0.0089	-0.0014	0.0071
O	0.0127	-0.0047	-0.0024
O	0.0065	-0.008	-0.0167
O	-0.0066	0.0031	0.0053
O	0.0011	0.0018	0.0004
O	0.0082	0.008	-0.0041
O	0.0008	-0.0016	-0.0006
O	0.004	0.0089	-0.0063
O	-0.0069	-0.0113	-0.0101
O	-0.0132	-0.0135	0.0216
O	-0.0002	0.0059	-0.0011
O	0.002	-0.0004	0.0005
O	-0.0027	0.002	0.0017
O	-0.0102	0.0295	-0.043
O	0.0016	0.0024	-0.0009
O	0.0148	0.0144	-0.0132
O	-0.0002	0.0009	-0.0032
O	0.0006	0.0037	-0.0048
O	0.0034	0.0072	-0.0108
O	-0.0003	0.0001	0.001
O	-0.0059	0.0021	0.004
O	0.004	-0.0006	0.0033
O	0.0042	-0.0109	-0.0072
O	-0.0032	0.009	-0.0048
O	0.0036	-0.003	-0.0017
O	0.0061	0.0042	0.0077
O	-0.0138	0.0057	-0.0083
O	0.0112	-0.007	-0.0196
O	-0.0081	-0.0022	-0.0099
O	-0.002	-0.0032	0.0034
O	-0.0007	-0.007	0.0087
O	-0.0011	0.0019	0.0007
O	0.0085	0.0028	-0.0026
O	-0.0049	0.0008	0.0041
O	0.0108	0.0163	-0.0277
O	-0.0144	0.0104	0.0146
O	0.0012	-0.0039	0.0158
O	-0.0018	-0.0011	0.0062
O	-0.0019	0.0088	0.0005
O	0.0074	-0.0029	0.0093
O	-0.0059	-0.0038	-0.0055
O	-0.0048	-0.0138	0.0035
O	0.0085	-0.0238	-0.0201
O	-0.0025	0.0052	0.0034
O	0.015	0.0169	0.0181
O	-0.0178	0.0202	-0.0404
O	0.0166	0.0061	0.0148

The program warned: the cutoff lies below the one the program advises for these potential files; the exchange-correlation potential is rough where the density is thin.
